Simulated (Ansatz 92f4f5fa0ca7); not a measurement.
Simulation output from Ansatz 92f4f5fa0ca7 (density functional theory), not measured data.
Periodic cell of 357 atoms, Si241O116, from a study of silicon, its oxide and their interface. The atomic structure is a simulated model.
Doubt: the cutoff is far below the 930 eV that the study's wrapper takes by default for these files, so forces and energies are approximate.

Settings: functional PBE; potential files Ansatz PAW; basis plane waves; wave-function cutoff 580 eV; density cutoff ratio 5; exchange-correlation grid ratio 1; k mesh 1 x 1 x 1, Gamma-centred; self-consistency stop 5e-08 eV per atom in the density residual; occupations fixed; spin none; net charge 0.

Cell vectors (angstrom)
a  11.6015  0  0
b  0  13.3963  0
c  0  0  40.9295

Atoms and the computed forces on them: element, x, y, z (angstrom), force x, y, z (eV/angstrom)
Si  0  2.2327  1.1851  -0.0072  0.0022  -0.0124
Si  3.8672  2.2327  1.1851  -0.0188  -0.0768  0.0306
Si  7.7343  2.2327  1.1851  -0.0047  -0.0645  -0.0407
Si  1.9336  5.5818  1.1851  -0.044  0.0346  -0.0559
Si  5.8008  5.5818  1.1851  0.0883  0.0439  0.0871
Si  9.6679  5.5818  1.1851  0.0329  -0.0181  0.0222
Si  0  8.9308  1.1851  -0.008  0.0791  0.0336
Si  3.8672  8.9308  1.1851  -0.0156  0.0411  -0.0295
Si  7.7343  8.9308  1.1851  0.0235  0.0312  0.0475
Si  1.9336  12.2799  1.1851  -0.0209  0.0087  0.0183
Si  5.8008  12.2799  1.1851  -0.0061  -0.0172  -0.0141
Si  9.6679  12.2799  1.1851  0.0303  -0.0212  -0.0185
Si  1.9336  1.1164  1.9745  0.0605  0.0345  0.0059
Si  5.8008  1.1164  1.9745  0.1244  0.0769  0.0025
Si  9.6679  1.1164  1.9745  -0.0551  0.0195  0.0063
Si  0  4.4654  1.9745  0.071  0.0245  0.0115
Si  3.8672  4.4654  1.9745  -0.1993  -0.0114  -0.0785
Si  7.7343  4.4654  1.9745  -0.0721  0.0274  -0.0238
Si  1.9336  7.8145  1.9745  0.1749  -0.122  -0.0127
Si  5.8008  7.8145  1.9745  -0.0969  -0.0504  -0.0215
Si  9.6679  7.8145  1.9745  -0.0179  0.0089  -0.0151
Si  0  11.1635  1.9745  -0.065  -0.025  0.0286
Si  3.8672  11.1635  1.9745  0.1201  -0.0438  -0.0146
Si  7.7343  11.1635  1.9745  -0.0524  0.0093  -0.0057
Si  1.9336  1.1164  4.3426  -0.0603  -0.0414  -0.4636
Si  5.8008  1.1164  4.3426  0.3303  0.1188  -0.1071
Si  9.6679  1.1164  4.3426  -0.0081  0.0665  -0.344
Si  0  4.4654  4.3426  0.0053  0.0045  -0.6408
Si  3.8672  4.4654  4.3426  -0.4551  0.017  1.2663
Si  7.7343  4.4654  4.3426  -0.4065  0.1344  0.067
Si  1.9336  7.8145  4.3426  0.4363  -0.2194  0.012
Si  5.8008  7.8145  4.3426  -0.1529  -0.1299  0.4699
Si  9.6679  7.8145  4.3426  -0.0467  0.0246  0.2777
Si  0  11.1635  4.3426  -0.2348  -0.1492  -0.4044
Si  3.8672  11.1635  4.3426  0.3244  -0.0824  -0.239
Si  7.7343  11.1635  4.3426  -0.0789  -0.003  0.1218
Si  0  0  36.589  -0.149  0.0024  -0.0602
Si  3.8672  0  36.589  -0.2189  -0.1138  0.1608
Si  7.7343  0  36.589  0.356  -0.2328  -0.1517
Si  1.9336  3.3491  36.589  0.0253  0.0887  0.3764
Si  5.8008  3.3491  36.589  0.0138  -0.0595  0.2377
Si  9.6679  3.3491  36.589  -0.1576  -0.2114  0.032
Si  0  6.6981  36.589  -0.0045  0.379  0.1462
Si  3.8672  6.6981  36.589  0.051  0.2209  -0.0096
Si  7.7343  6.6981  36.589  -0.0778  0.1061  -0.1251
Si  1.9336  10.0472  36.589  0.1365  0.0313  -0.0296
Si  5.8008  10.0472  36.589  0.1807  -0.0297  -0.2358
Si  9.6679  10.0472  36.589  0.1205  -0.024  -0.353
Si  0  0  38.9571  -0.0779  -0.0102  0.0174
Si  3.8672  0  38.9571  -0.0786  -0.0475  0.0149
Si  7.7343  0  38.9571  0.1244  -0.0833  0.0008
Si  1.9336  3.3491  38.9571  0.0148  0.0445  0.0012
Si  5.8008  3.3491  38.9571  0.0207  -0.0501  -0.0095
Si  9.6679  3.3491  38.9571  -0.058  -0.1193  -0.0027
Si  0  6.6981  38.9571  0.0083  0.1604  0.0064
Si  3.8672  6.6981  38.9571  0.0068  0.1  -0.0093
Si  7.7343  6.6981  38.9571  0.0022  0.0494  0.0227
Si  1.9336  10.0472  38.9571  0.0409  0.0358  0.0044
Si  5.8008  10.0472  38.9571  0.0535  0.0002  0.0025
Si  9.6679  10.0472  38.9571  0.0526  0.0331  0.037
Si  0  2.2327  39.7465  0.0074  0.0044  0.0071
Si  3.8672  2.2327  39.7465  0.0187  0.0541  0.0014
Si  7.7343  2.2327  39.7465  0.006  0.0648  0.0189
Si  1.9336  5.5818  39.7465  0.0304  -0.04  0.0038
Si  5.8008  5.5818  39.7465  -0.0628  -0.0252  -0.0508
Si  9.6679  5.5818  39.7465  -0.0121  0.0149  -0.0516
Si  0  8.9308  39.7465  0.0148  -0.072  0.0122
Si  3.8672  8.9308  39.7465  -0.0014  -0.0267  0.0113
Si  7.7343  8.9308  39.7465  -0.0336  -0.0209  -0.0325
Si  1.9336  12.2799  39.7465  0.0248  -0.0165  0.0143
Si  5.8008  12.2799  39.7465  0.0054  0.0115  -0.0408
Si  9.6679  12.2799  39.7465  -0.0215  0.0223  0.037
Si  5.7923  -4.1577  21.473  0.004  0.008  -0.0041
Si  3.8981  2.2626  32.8689  -0.0024  0.0031  0.0017
Si  12.3532  -6.4441  24.525  -0.0011  -0.0009  -0.0005
Si  1.8257  7.7335  29.4704  -0.0037  -0.002  -0.0016
Si  7.7183  8.2231  19.2292  -0.0037  -0.002  -0.0115
Si  6.1443  -1.4686  30.1474  0.0015  -0.0001  0.0016
Si  5.5492  7.5555  29.2679  0.0013  0.0019  -0.0008
Si  7.6707  3.0197  24.3506  0.0003  0.0008  0.0002
Si  9.6741  7.6033  23.2555  -0.002  -0.009  0.0093
Si  0.3481  5.0384  19.9707  -0.0005  -0.0004  -0.0025
Si  3.7639  9.0315  30.1111  0.0002  0.0006  0.0002
Si  9.9725  13.4938  27.8555  -0.0043  -0.0028  0.0011
Si  3.8904  -4.3944  32.5334  0.0018  0.0002  0.0015
Si  -0.0241  3.6394  30.5113  0.0068  -0.0037  0.0253
Si  7.6706  -3.6965  23.6546  0.0058  0.0023  0.0038
Si  6.7384  2.1244  30.5775  -0.003  0.0054  0.0067
Si  9.6288  5.5343  32.654  -0.0011  0.0003  0.0034
Si  12.1245  1.7881  29.1979  -0.0007  -0.0066  -0.0039
Si  -1.7536  7.178  29.5111  0.0037  0.0018  -0.0009
Si  -1.0645  15.0952  25.1067  0.0011  0.0011  0
Si  2.7993  13.301  30.4828  -0.0017  0.0004  -0.0011
Si  -0.9443  5.8091  26.9526  -0.0001  0.0021  0.0025
Si  2.8415  11.5429  23.4887  -0.0113  0.0025  -0.0009
Si  9.5342  18.3331  30.3043  -0.0064  0.0033  -0.0016
Si  -0.0096  2.463  32.6507  -0.0052  0.0084  -0.0149
Si  3.6929  4.1167  27.2838  -0.0002  0.0005  0.0042
Si  7.6478  2.2081  32.7343  0.0023  0.0007  -0.0004
Si  1.9605  5.6061  32.7784  0.0006  0.0007  0.0045
Si  5.7946  5.5739  32.6203  -0.002  0.0007  0.0031
Si  5.3575  6.8461  26.9607  -0.0002  -0.0008  0.0014
Si  0.0181  8.9474  32.5709  -0.0003  -0.0003  -0.0011
Si  2.7514  8.244  26.5045  0.002  -0.0003  0.007
Si  7.7581  8.8454  32.4244  0.0014  0.0013  0.0012
Si  2.1212  12.4637  32.642  -0.0007  0.0009  0
Si  5.9512  12.2671  32.548  -0.0045  -0.0012  0.0024
Si  10.1195  11.0854  29.5795  -0.0019  -0.003  0.0014
Si  1.8829  1.2476  33.5013  0.0061  -0.0016  0.002
Si  5.7944  1.0489  33.5617  0.0017  -0.0005  -0.0037
Si  9.6978  1.1415  33.2933  -0.0002  0.0036  0.0012
Si  -0.0083  4.5778  33.6001  -0.0045  0.0003  -0.0064
Si  3.906  4.5064  33.5317  -0.0037  -0.002  -0.0014
Si  7.7079  4.4601  33.4743  -0.0033  -0.0006  -0.001
Si  1.9737  7.8722  33.3969  -0.0009  0.0003  -0.0002
Si  5.8114  7.8385  33.3487  -0.001  0.0016  -0.0025
Si  9.6698  7.8131  33.363  0.0005  0.0009  -0.003
Si  0.1777  11.1954  33.3871  0.0006  0.0019  0.0009
Si  3.9903  11.2164  33.3968  0.0024  0.0028  -0.0006
Si  7.8678  11.1136  33.2998  0.0027  0.0032  -0.0019
Si  1.9177  1.1346  35.8382  0.0006  0.0003  -0.0004
Si  5.8014  1.0887  35.8787  0.0001  0.0001  0.0014
Si  9.6719  1.1137  35.7266  0.0008  -0.0017  0.001
Si  -0.0086  4.4845  35.9026  0.001  -0.0026  0.0019
Si  3.8721  4.473  35.8567  0.0004  0.0004  0.0012
Si  7.7275  4.4656  35.8226  -0.0002  -0.0004  0.0006
Si  1.9367  7.8267  35.7804  0.001  -0.0008  0.0007
Si  5.8014  7.8167  35.7552  0.0004  -0.0004  0.0008
Si  9.6637  7.8099  35.7636  -0.0009  -0.0013  0.0006
Si  0.0275  11.169  35.7758  0.0006  -0.0005  0.0002
Si  3.8836  11.1643  35.7799  0.0001  -0.0014  -0.0005
Si  7.7505  11.1478  35.7322  -0.0001  -0.0017  -0.0005
Si  0.0025  -0.0125  5.0367  0.0004  -0.0004  0.0007
Si  3.8866  0.0012  5.0534  0.0004  0.0003  -0.0025
Si  7.7525  0.0009  5.1416  0  -0.0004  -0.0004
Si  1.807  3.2743  5.2426  0.0003  0.0006  0.0005
Si  5.793  3.3427  5.172  0.0003  0.0008  0.0008
Si  9.6649  3.3746  5.0478  -0.0003  0.0015  -0.0008
Si  0.0222  6.6956  5.0906  0.0003  -0.0004  -0.0007
Si  3.8737  6.6989  5.3022  0.0002  0.0005  -0.0005
Si  7.7327  6.7025  5.172  0.0008  -0.0003  -0.0004
Si  1.9357  10.0507  5.025  -0.0018  0.0003  0.0017
Si  5.8014  10.0335  5.184  0.0012  0.001  -0.0007
Si  9.6637  10.0621  5.1415  0.0002  0.0001  0.0002
Si  0.1214  0.2009  7.3415  -0.0026  0.0038  -0.0025
Si  3.9578  -0.0015  7.3649  0.0045  0.0006  0.0046
Si  7.8592  0.0311  7.5161  0.0017  0.0007  -0.0008
Si  0.5694  2.5799  7.3461  0.0005  -0.0014  0.0003
Si  5.9063  3.3323  7.57  -0.0011  -0.0011  -0.0008
Si  9.919  3.455  7.3554  -0.0021  -0.003  0.002
Si  0.1248  6.7093  7.4274  -0.0016  -0.0001  0.0007
Si  3.9041  6.7346  7.8745  -0.0006  0.0002  0.0007
Si  7.7782  6.7199  7.5726  -0.001  0.0016  0.0019
Si  1.9339  10.0987  7.325  0.003  0  -0.0017
Si  5.8256  10.031  7.5953  -0.0028  -0.0018  0.0032
Si  9.6995  10.1609  7.516  -0.001  -0.0015  0.0009
Si  1.9999  3.2628  9.0788  0.0006  -0.0023  0.001
Si  4.0936  2.0153  8.5761  -0.0007  -0.0016  -0.0003
Si  10.0693  -0.87  10.7965  -0.0025  0.0024  0.0002
Si  1.899  5.7423  8.7761  -0.001  -0.0008  0.0008
Si  5.9471  5.5001  8.5757  0.0002  -0.0002  -0.0006
Si  10.2829  5.7374  10.5141  -0.0057  -0.0067  0.0104
Si  0.0349  8.993  8.1252  -0.0051  -0.0024  -0.0016
Si  0.4733  9.0979  10.4338  0.003  0.0008  0.0019
Si  7.8245  8.9674  8.4263  0.0015  -0.0007  -0.0035
Si  1.9718  12.3582  8.0204  0.0055  -0.0025  -0.0004
Si  5.9271  12.2723  8.2638  -0.0022  0.0014  -0.0029
Si  9.8613  12.4468  8.3552  0.0031  0.001  -0.0018
Si  0.2358  2.3776  15.2761  -0.0032  0.0004  0.0016
Si  8.1198  2.5822  10.5474  -0.0005  -0.0008  0.0005
Si  7.9884  2.2883  8.2051  0.0009  0.0009  -0.0007
Si  2.4288  -0.9388  10.3031  -0.0028  -0.0021  0.0006
Si  3.8903  9.3298  12.3048  -0.0033  0.0019  -0.0035
Si  6.1666  -1.0562  10.6463  -0.0002  -0.0024  0.0014
Si  1.4855  4.2235  13.5624  -0.0007  -0.0014  0.0009
Si  3.7662  9.1192  8.455  -0.0022  0.0035  0.0005
Si  7.2678  10.629  14.8518  -0.0013  -0.0005  0.0005
Si  1.4827  13.4171  13.747  -0.0023  -0.0036  -0.0015
Si  10.2815  10.3083  14.8757  -0.0017  0.0002  -0.0007
Si  12.4743  6.7553  10.7217  0.0023  0.0029  -0.0009
Si  -1.8349  2.047  17.1691  0.0009  0.0008  -0.0017
Si  6.072  6.2918  15.5591  -0.0001  0.0016  0.0018
Si  6.1826  -3.3491  11.8706  0.0002  -0.0026  0.0028
Si  2.0955  6.8791  12.7402  -0.0003  0.0023  -0.0009
Si  -1.8088  5.6632  8.1967  0.0009  0.0021  -0.0064
Si  8.0094  0.2468  11.4625  -0.0024  0.0003  0.0024
Si  -1.4427  10.2087  11.5874  0.0008  -0.0019  0.0064
Si  10.2151  3.4706  11.164  0.0031  0.0036  0.0061
Si  7.5277  2.6553  15.3851  -0.0003  -0.0006  0.0007
Si  -4.7434  4.8002  10.8286  -0.0021  -0.0022  0.0013
Si  8.0755  8.9129  10.855  -0.0013  -0.0004  0.001
Si  4.2964  5.0334  17.6573  0.0008  -0.0018  -0.001
O  5.0416  -25.1139  18.6208  -0.0025  0.0049  0.0027
O  14.4289  -16.9524  26.7492  -0.001  0.0014  -0.0005
O  19.554  14.7194  14.5836  -0.0007  0.0008  -0.0004
O  5.2087  -0.8336  17.8894  0.0152  -0.0108  0.005
O  0.642  14.2355  14.9066  0.0003  -0.0001  0
O  1.2579  2.2388  27.7977  -0.0018  0.0007  0.0033
O  2.1239  -19.2861  27.8297  -0.0001  0.0009  -0.0004
O  2.5872  -3.456  23.1768  -0.0024  -0.0054  0.0024
O  -7.6336  30.3239  17.118  -0.0015  0.0003  0.0015
O  -8.6354  0.714  13.7269  -0.0035  0.0002  -0.0003
O  8.9408  0.7534  20.9758  0.0008  -0.0011  0.0046
O  1.6819  -7.3927  23.5696  -0.0001  -0.0018  0.0019
O  -16.9248  -3.1161  16.0987  0.0001  0.0005  0.0004
O  9.5753  0.4943  16.6782  -0.0012  -0.0013  0.0004
O  20.3197  -3.4198  15.2107  0.0011  -0.0016  0.0015
O  -15.5329  6.2659  15.1417  0.0034  0.0006  -0.0055
O  7.4218  12.2309  14.6342  -0.001  0.0007  0.0002
O  13.0257  27.3518  29.8091  -0.0007  0  -0.001
O  10.6477  1.1883  28.8537  0.0016  0.0031  -0.003
O  -0.3605  -17.6747  15.4472  -0.0005  -0.0001  0.0013
O  -12.6294  11.9891  28.2317  0.0006  0.0042  0.0003
O  16.2067  18.8017  26.8928  0.0001  0.0021  -0.0013
O  1.6463  3.1253  12.3648  -0.0008  0.0004  -0.0005
O  7.466  -1.2491  25.2963  -0.0004  0.0049  -0.0023
Si  4.2538  1.9699  30.5897  0.003  -0.0038  0.0007
Si  7.2186  0.1671  13.7114  0.0008  -0.0002  -0.0011
Si  12.4351  16.8788  26.8282  0.0017  -0.0027  -0.0027
Si  4.8756  2.2086  17.0848  -0.0006  0.0037  0.0002
Si  -5.8856  -4.4496  16.8498  -0.0005  -0.0001  -0.0006
Si  1.7289  -8.0554  30.4578  0.004  -0.0032  -0.0057
Si  1.4059  -16.4384  19.4475  0.0033  0.0082  -0.0067
Si  -8.004  -9.2931  29.6401  -0.0104  0.0028  0.0006
Si  1.5098  -0.2393  18.6973  -0.0074  0.0053  0.0023
Si  2.6682  -3.3165  10.4791  -0.0003  -0.0013  0.0029
Si  -1.4038  4.1298  13.4118  -0.0058  -0.0039  -0.0125
Si  -10.0657  6.4929  17.399  0.0002  -0.0022  -0.0003
Si  6.7455  17.0909  21.4042  -0.0004  0.0015  -0.0014
Si  2.7069  8.8362  21.9294  -0.0068  -0.0029  0.0055
Si  -2.7434  19.4839  13.9763  -0.0015  -0.0021  0.0108
Si  6.137  15.8428  26.9574  0.0013  0.0006  0.0036
Si  11.5571  7.5961  14.9246  0.0003  -0.0002  -0.0011
Si  -0.2127  -4.4944  30.1813  0.0013  0.0029  0.0025
Si  -1.9164  12.8363  21.576  -0.0026  0.0043  -0.0002
Si  -5.9945  4.1661  13.594  0.0002  0.0018  0.0009
Si  -14.9558  1.4982  19.7214  0.001  -0.0006  -0.0026
Si  19.3093  -18.5163  29.9926  -0.0015  -0.0026  0.0011
Si  4.3723  27.3001  10.451  -0.0069  -0.0007  -0.0038
Si  4.3349  1.4428  13.2827  0.0013  0.0012  0.0061
Si  9.0036  -7.5189  20.6417  -0.008  -0.0059  -0.0099
Si  -9.6999  2.3183  20.6072  -0.0003  -0.0004  -0.0012
Si  7.8292  -2.9209  29.2472  0.0004  0.0079  -0.0013
Si  -1.7396  12.2506  32.5528  -0.003  -0.0085  -0.0036
Si  -10.7815  -10.8969  11.0426  -0.0035  0.0027  -0.0015
Si  15.6236  12.9052  16.803  0.007  -0.0091  -0.012
Si  0.6827  13.7674  22.7343  0.0021  0.0002  -0.0008
Si  0.6267  0.1082  11.4918  -0.0019  0.0002  0.0024
Si  -6.0878  5.3989  30.2434  0.0048  0.0012  0.0014
Si  18.5849  -12.9669  29.0019  0.0065  -0.0074  -0.0103
Si  3.8345  -15.7213  26.4009  0.0004  0.0013  0.0023
Si  -1.7707  10.6524  19.3052  -0.0018  -0.0026  -0.0035
Si  4.3652  4.351  20.8057  -0.0003  -0.0029  -0.0005
Si  -6.19  -1.1597  21.7361  -0.0019  0.0068  -0.0046
Si  7.6823  -1.3955  23.6483  0.0039  0.0042  0.0046
Si  3.9226  -1.9186  29.3772  0.0001  0.0008  -0.0015
Si  -16.2  10.7791  26.128  0.005  0.0052  0.0073
Si  10.3941  12.5258  17.0366  -0.0019  0.0018  0.0007
Si  -4.2941  -9.339  29.4295  0.0049  -0.0009  -0.0024
Si  2.8635  -2.4635  14.9114  0.0022  -0.0009  -0.0013
Si  -3.5472  -7.4836  25.483  -0.0007  0.0006  -0.0005
Si  8.3462  6.5911  11.6359  0.004  -0.0022  -0.0052
Si  -9.3232  6.4236  22.0851  -0.0018  -0.0054  -0.0016
Si  2.6354  9.4214  17.6139  0.0028  0.0015  -0.004
Si  -5.8671  0.2481  19.0072  0.0016  0.0018  -0.0086
O  14.9875  29.8048  20.7577  0.0019  0.001  0.0015
O  3.6293  -21.2871  21.763  -0.0001  0.0004  0.0011
O  -5.8966  4.4975  12.0018  0.0022  -0.0004  -0.0001
O  -7.3525  8.7885  21.3794  -0.0043  -0.0065  -0.0008
O  13.1605  1.563  22.0262  0.0008  0.0012  0.0008
O  -2.4713  18.7665  26.5914  0.0002  -0.001  0.0007
O  1.0944  -5.6781  13.7509  0.0004  -0.0004  -0.0001
O  -1.4116  14.009  26.3066  -0.0009  -0.0008  0.0029
O  3.984  -1.3387  22.4569  0.0061  0.0036  -0.0094
O  -2.0815  6.8188  21.8579  -0.0026  0.0004  -0.0091
O  -3.8115  -8.4375  21.2397  -0.0018  -0.0008  0.0029
O  8.4094  0.0705  28.2742  -0.0033  0.0035  0.0045
O  1.095  -7.3359  21.005  0.0013  0.0018  0.0036
O  -9.3357  4.1715  26.4307  -0.0026  0.0015  -0.0018
O  11.3179  -10.9104  16.8309  -0.0005  0.0002  -0.0004
O  5.3837  10.6462  26.165  -0.0136  -0.0025  -0.0004
O  -5.283  15.8975  16.4369  0.0001  -0.001  -0.0007
O  7.5759  -3.9083  25.2897  0.0066  -0.0077  -0.0039
O  0.0724  -0.3707  17.9375  0.0015  -0.0014  0.0005
O  -17.9503  -0.1069  20.5142  -0.0058  -0.0039  0.0128
O  -4.0283  -8.7794  24.6499  0.0007  0.0018  0.0004
O  -41.9477  -21.7714  19.2876  0.0008  0.0004  -0.0007
O  -2.7718  6.908  24.459  -0.0013  -0.0023  0.0015
O  16.8197  5.5247  14.395  -0.0008  -0.002  -0.0019
O  2.2754  -3.4246  16.0979  -0.0009  -0.0017  -0.0011
O  10.3203  -21.7485  20.1403  0.0046  -0.0054  0.0003
O  6.7344  10.0375  13.4384  -0.0004  -0.0006  -0.0019
O  11.5166  -20.7007  25.6074  -0.0006  -0.0015  0.0013
O  -1.1848  -2.9988  13.2328  -0.0014  -0.0004  -0.0047
O  7.3554  -13.0111  18.9056  0.0069  -0.0001  0.0003
O  -13.7151  -1.8327  17.9954  -0.0004  0.0058  -0.0085
O  -7.3041  -4.1549  17.6387  -0.0031  -0.0005  0.0018
O  1.7358  21.3925  25.2696  -0.0023  0.0008  -0.0042
O  29.9934  -11.1607  25.4771  0.0013  0.0008  -0.0005
O  -4.3895  -10.7579  20.2384  -0.0031  0.0029  0.0031
O  21.0042  2.1424  18.7567  -0.0005  0.0003  0.0025
O  0.832  3.5018  20.2442  -0.0009  -0.0007  0.0012
O  9.4811  11.5049  20.6598  -0.0034  0.0033  0.0083
O  25.7835  12.8481  17.5222  -0.0196  -0.0062  0.0087
O  -27.1944  -2.6849  27.6127  0.0017  0.0003  0.0069
O  17.6788  1.0149  27.7471  0.0019  -0.0005  -0.0002
O  -4.8019  20.0845  26.1858  -0.0008  -0.0005  0
O  14.9011  -15.011  25.0409  0.005  0.0033  0.0122
O  -23.4172  -3.2319  19.2142  -0.0024  -0.0049  0.0018
O  27.491  -5.5987  26.1413  0  0.0009  -0.0008
O  14.6256  19.2833  17.1119  -0.0027  0.0014  0.0006
O  -4.5155  17.1008  14.1943  -0.0008  0.0005  -0.0008
O  6.8552  8.363  17.8614  -0.0018  0.0001  -0.0014
O  -19.1721  11.8728  15.5648  0.0017  -0.0017  -0.0036
O  -17.4937  18.9647  16.9992  -0.0011  0  0.0015
O  -9.0392  -7.9604  13.4203  -0.0016  -0.0014  0.0006
O  20.0377  -6.634  19.3824  0.0038  -0.0079  -0.0026
O  -33.3201  -23.3789  14.9941  -0.0007  0  -0.001
O  15.8809  -11.7678  11.6725  0.0033  0.0029  -0.0029
O  28.8095  0.4916  13.656  0.0005  -0.0012  0.0006
O  11.4036  0.9494  23.9651  0  0.0009  0.0007
O  -1.511  7.0846  14.4264  0.0003  0.0017  -0.0007
O  -16.1886  2.9164  22.8464  0  0.0014  0.0008
O  20.6687  -4.2956  23.0592  -0.0016  0.023  0.0015
O  3.4988  -5.6752  12.5051  -0.001  0.0007  -0.0002
O  8.7836  -10.3264  16.3359  -0.0024  0.0015  -0.0012
O  -11.7228  4.5648  27.6465  -0.0021  0.0018  -0.002
O  -7.834  11.953  27.7728  0.0007  -0.0012  -0.0004
O  12.169  6.6226  16.0896  -0.0003  -0.0005  0.0013
O  5.52  21.2174  15.6709  -0.0014  -0.0017  -0.0011
O  -2.73  22.7503  19.2928  0.007  0.0089  0.005
O  6.3522  8.9754  22.9867  -0.0015  -0.0074  0.0114
O  13.164  -27.6764  23.2703  -0.0008  0.0001  0.001
O  4.5327  16.3589  13.8839  -0.0002  0.0006  0.0004
O  24.8848  -1.5353  14.257  -0.0018  0.002  -0.0012
O  -11.9361  13.1664  21.6163  0.0005  -0.0006  0.0004
O  6.4859  -0.6111  22.8356  -0.0057  0.0055  -0.001
O  1.6753  11.9487  19.7939  -0.0006  -0.0048  0.0064
O  11.5138  2.9174  25.615  0.0022  0.0034  0.0033
O  -13.0715  -28.0884  30.8973  0.0019  0.0055  0.0016
O  11.6393  18.3866  13.4325  0.0011  -0.0005  0.0022
O  10.5713  2.7783  14.3069  0.0013  0.0013  0.0002
O  1.759  -3.9662  20.7425  0.0008  -0.0043  0.0053
O  9.1893  -37.8053  24.4514  -0.0025  0.0022  0
O  -0.8957  -15.0961  15.6542  -0.0003  -0.0026  -0.0004
O  -17.2611  -2.5706  21.0943  0.0049  -0.0042  -0.0023
O  12.3481  5.5575  18.4721  0.0007  0.0016  -0.0018
O  -19.0107  -12.3748  16.213  -0.002  0.0143  -0.01
O  10.4975  -19.6913  27.9397  -0.0008  -0.0008  -0.0009
O  -28.1317  -5.0432  20.4619  -0.0043  -0.0096  0.0009
O  -9.7457  -5.3903  17.9119  -0.0015  -0.0014  0.0005
O  3.5715  23.4602  13.7439  -0.0003  0.0001  0.003
O  1.8042  -12.1967  19.4026  -0.0011  0.0006  0.0014
O  -2.4948  -0.7939  23.0962  0.002  0.0021  0.0005
O  22.8595  -19.0356  23.6175  0.0179  -0.0004  0.0066
O  18.6089  30.3761  27.8139  -0.0001  0.002  0.0009
O  16.1679  -10.5549  26.7447  0.0003  0.0009  -0.0017

Results
free energy: -219167.589 eV
free energy less fixed offsets of O -568.88, Si -635.61 eV per atom: 4.501 eV

The program warned: the cutoff lies below the one the program advises for these potential files; the forces do not sum to zero within the program's tolerance; the exchange-correlation potential is rough where the density is thin.
